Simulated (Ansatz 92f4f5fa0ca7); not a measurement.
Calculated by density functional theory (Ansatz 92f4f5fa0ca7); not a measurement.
Periodic cell of 209 atoms, Si128O81, from a study of silicon, its oxide and their interface. The atomic structure is a simulated model.
This geometry differs little from another in the collection (a relaxation step or a small displacement).

Settings: functional r2SCAN; potential files Ansatz PAW; basis plane waves; wave-function cutoff 800 eV; density cutoff ratio 5; exchange-correlation grid ratio 1; k mesh 1 x 1 x 1, shifted by 0.5 0.5 0 of a step; self-consistency stop 1e-10 eV per atom in the density residual; occupations fixed; spin none; net charge 0.

Cell vectors (angstrom)
a	10.88	0	0
b	0	10.88	0
c	-4.3201	2.2582	30.3994

Atoms: element, x, y, z (angstrom)
Si	5.517	3.2378	16.9514
Si	5.7196	4.6428	21.4541
Si	7.9522	3.1927	-5.5179
Si	0.0239	3.7782	-6.247
Si	5.5199	4.6347	-4.578
Si	8.3843	-3.5683	-1.4945
Si	2.9497	5.0562	16.9768
Si	6.3295	4.8536	-1.6864
Si	1.3204	2.0124	-4.2928
Si	4.9685	4.5679	1.1489
Si	3.1567	0.0282	-6.8761
Si	8.6157	-2.3731	1.371
Si	2.257	-2.8158	1.7581
Si	3.1372	2.9508	1.5233
Si	11.6668	6.1306	1.5361
Si	-0.197	-0.1033	1.6669
Si	4.1679	1.3023	2.8107
Si	6.7446	3.8146	2.511
Si	3.9146	-3.9505	2.8934
Si	6.8941	-1.3766	2.6911
Si	9.3018	1.3818	2.7217
Si	12.382	4.1926	2.7267
Si	9.6691	6.8238	2.6458
Si	1.2132	-1.2883	3.0704
Si	2.7516	0.0255	4.1778
Si	5.4992	2.6595	4.1627
Si	2.7273	-5.4209	4.275
Si	5.4883	-2.6981	4.0609
Si	8.1234	-0.0171	4.1805
Si	10.8286	2.798	3.934
Si	8.1599	5.3614	3.8247
Si	10.8049	-2.7727	4.2894
Si	4.1183	-1.3673	5.4862
Si	6.8069	1.3319	5.5619
Si	4.1262	-6.8276	5.4872
Si	6.8362	-4.1549	5.305
Si	9.4653	-1.3646	5.5416
Si	1.307	1.4283	5.3723
Si	9.4943	4.1047	5.3618
Si	12.2225	6.7929	5.6047
Si	5.4244	-0.0152	6.8915
Si	8.1995	2.7355	6.8201
Si	5.4923	-5.44	6.7664
Si	8.1062	-2.7866	6.7713
Si	0.0079	0.0318	6.7761
Si	2.6845	2.7256	6.7719
Si	10.8225	5.4076	6.8486
Si	2.7492	-2.7063	6.8775
Si	4.0152	1.3772	8.1615
Si	6.8106	4.1022	8.16
Si	4.1347	-4.1112	8.1693
Si	6.7966	-1.4345	8.171
Si	9.5575	1.3552	8.1758
Si	1.3569	4.0517	8.1677
Si	9.4709	-4.0739	8.1669
Si	1.3466	-1.3101	8.1666
Si	2.6799	0.0407	9.5471
Si	5.3981	2.7499	9.4782
Si	2.7456	-5.4742	9.5005
Si	5.4651	-2.7628	9.563
Si	8.1914	-0.0661	9.482
Si	10.9219	2.6877	9.5527
Si	8.1269	5.4741	9.5442
Si	10.845	-2.6956	9.4872
Si	4.0619	-1.3624	10.7956
Si	6.7684	1.3175	10.7128
Si	4.0784	4.0736	10.9399
Si	6.8028	-4.0853	11
Si	9.5193	-1.3857	10.9434
Si	1.3663	1.3619	11.0017
Si	9.5317	4.099	10.7904
Si	1.3613	-4.0713	10.7599
Si	5.4121	0.0106	12.1013
Si	8.1317	2.6876	11.9923
Si	5.4132	5.4336	12.3485
Si	8.1654	-2.7129	12.3864
Si	0.003	-0.0468	12.3353
Si	2.739	2.74	12.3753
Si	10.8903	5.4756	12.1164
Si	2.7013	-2.7178	12.1024
Si	4.1503	1.2883	13.631
Si	6.8497	3.9357	13.4878
Si	3.9872	-3.9905	13.5904
Si	6.7136	-1.2485	13.5857
Si	-1.4542	1.4188	13.4603
Si	1.33	4.2127	13.5944
Si	8.6692	4.8313	14.6486
Si	1.434	-1.456	13.615
Si	3.1713	-0.4564	14.8831
Si	5.9357	2.2258	14.8542
Si	2.2559	-4.9115	14.9082
Si	4.9088	-2.1927	14.8104
Si	7.692	0.5376	14.7735
Si	-0.48	3.1637	14.67
Si	9.6139	-4.1405	13.6473
Si	0.2544	-4.4845	-7.6648
Si	0.4708	-4.7012	-1.5934
Si	6.5976	-2.9496	17.2644
Si	0.5242	-3.2151	14.9269
Si	0.1903	-2.1138	16.9891
Si	2.7602	-4.3298	19.803
Si	5.6188	-3.6221	20.1363
Si	7.9712	5.0624	16.8213
Si	4.8918	-2.0823	-7.9007
Si	8.4923	-0.4011	16.7494
Si	0.0882	3.1987	-1.8968
Si	4.7464	0.8887	18.9892
Si	9.9576	4.3256	19.0714
Si	4.2339	1.8369	-4.4926
Si	7.7526	0.3069	19.4787
Si	8.026	2.3076	-1.0938
Si	7.4143	-2.1775	-4.0729
Si	3.5601	-0.9648	-0.5489
Si	7.0018	0.8938	-3.557
Si	3.3219	1.3848	21.809
Si	9.4125	-2.19	-6.4122
Si	7.5032	1.9297	1.2166
Si	1.1276	-0.9574	-5.0556
Si	10.8345	-3.6933	19.6521
Si	2.5042	-0.1116	17.1482
Si	8.0637	2.9163	21.1086
Si	9.2976	-1.6417	21.1935
Si	5.7197	0.181	1.4004
Si	4.7649	-3.4511	-5.01
Si	3.4395	4.4214	21.9204
Si	1.9376	1.6148	0.0012
Si	0.8836	2.6355	17.4312
Si	2.5428	-2.6255	-2.9411
O	5.3587	4.8329	-0.4105
O	9.506	3.6048	-5.4654
O	5.0379	2.2469	18.1416
O	9.7331	-1.2355	0.9271
O	8.3125	0.6422	17.989
O	4.5549	-4.825	1.6507
O	10.7548	2.5931	16.1704
O	4.9008	-5.0118	-5.3989
O	7.6247	-1.7432	17.0149
O	6.3355	-2.9122	21.3668
O	10.5038	-3.0449	18.1925
O	10.6324	-1.5466	-5.6073
O	4.0225	-3.4186	20.2163
O	10.7876	-5.3052	19.6472
O	7.0773	4.437	-4.981
O	6.484	3.2609	21.0921
O	9.554	2.8669	-1.1925
O	7.2179	-0.5833	-4.158
O	7.5032	2.8649	-7.0409
O	2.3542	-1.157	-6.1031
O	2.0026	3.77	17.2214
O	0.7624	-5.0975	-0.0656
O	10.0248	-3.3892	-7.2937
O	3.5394	-1.7752	-1.97
O	9.7958	-3.1196	20.7447
O	0.675	0.7775	0.604
O	4.2276	-0.6143	-7.8909
O	6.1426	0.1724	19.3783
O	7.3103	-4.3514	16.9397
O	1.2566	3.1684	-5.4176
O	2.0924	0.3487	21.9816
O	8.043	-2.9467	-0.0468
O	0.1774	2.2834	-3.2113
O	3.9424	0.9679	-5.8308
O	7.4394	-4.8633	-1.6623
O	3.422	-3.256	-4.1427
O	1.6214	1.204	17.5484
O	5.9181	-5.2186	20.181
O	2.7995	0.4581	-0.7659
O	0.2844	4.7486	-2.3459
O	5.3913	1.1877	-3.5589
O	4.4599	4.4708	16.7973
O	6.9395	3.9148	17.3467
O	2.8022	-2.0064	0.4272
O	3.8502	-0.1051	18.0642
O	2.8319	2.9183	21.9513
O	1.6026	-1.4359	17.4642
O	1.4894	-3.3596	20.0151
O	3.9393	1.2211	20.3287
O	5.3054	-2.7357	16.3148
O	9.2978	4.9058	17.7196
O	0.0263	3.0464	18.7443
O	5.4034	4.9793	-3.0036
O	7.6917	1.0293	-2.0844
O	2.6603	5.247	20.7555
O	5.0313	-0.5598	0.0535
O	10.6225	-0.7724	21.4873
O	4.7071	3.3011	-4.9661
O	0.9087	0.6253	-4.9711
O	1.3252	2.7511	-0.9738
O	8.3015	-2.6721	-5.3442
O	1.7544	-3.9131	-7.9194
O	8.4473	-1.0691	19.939
O	10.7979	3.0428	-7.6773
O	6.0062	-2.9524	-4.1139
O	7.086	3.4423	-1.7647
O	8.2028	1.4094	20.5577
O	6.1497	-2.9532	18.7906
O	8.7575	-1.1418	-7.4546
O	1.6776	-3.7956	-2.2054
O	8.0961	-2.5028	-2.6623
O	4.8154	-2.6523	-6.4044
O	7.7214	1.9075	-4.5859
O	2.8747	-4.8157	18.2464
O	0.3356	5.3386	-6.4632
O	8.8299	3.9206	20.1212
O	1.482	-1.6042	-3.6271
O	10.0468	-0.8806	16.6621
O	9.9504	-3.9128	-1.647
O	2.1035	0.8336	-7.8067
O	2.8264	1.945	-3.6894

Results
free energy: -128076.040 eV
free energy less fixed offsets of O -570.45, Si -639.56 eV per atom: -5.910 eV

Forces (eV/angstrom), in the order of the atoms: element, x, y, z
Si	0.0181	0.0094	-0.1426
Si	-0.0047	-0.017	-0.1694
Si	0.0292	0.0006	-0.2563
Si	-0.0152	0.0262	-0.2484
Si	0.0149	-0.0099	-0.2014
Si	-0.0089	0.0139	-0.2059
Si	0.0027	-0.0193	-0.166
Si	-0.0051	0.0231	-0.218
Si	0.0278	-0.0051	-0.2217
Si	0.0156	0.0147	-0.0972
Si	-0.0272	0.0052	-0.2497
Si	-0.0155	-0.0165	-0.0987
Si	0.0171	0.0235	-0.0547
Si	-0.0045	-0.0007	-0.0004
Si	-0.0026	-0.0149	-0.0773
Si	0.0095	0.011	-0.0542
Si	0.0011	0.0058	0.004
Si	-0.0018	-0.0118	0.008
Si	0.0069	-0.0143	-0.0208
Si	-0.0004	0.0007	0.0049
Si	-0.0107	0.0013	0.0026
Si	0.0051	-0.0056	0.0012
Si	0.0012	0.001	0.0086
Si	-0.0008	-0.0023	0.0046
Si	0.0022	0.0001	-0.0015
Si	0.0001	0.0017	-0.0009
Si	-0.0023	-0.0054	0.0018
Si	0.0043	0.0015	-0.0025
Si	0.0029	-0.0013	0.0017
Si	0.0006	-0.0012	-0.0027
Si	-0.0002	-0.0032	-0.0038
Si	-0.003	-0.001	-0.0001
Si	-0.0011	-0.0004	0.0009
Si	-0.0005	0.0002	-0.0009
Si	-0.0003	-0.0039	-0.0004
Si	0.0005	-0.0008	0
Si	-0.0007	0.0003	0.0003
Si	0.0002	0.0002	-0.0011
Si	-0.0009	-0.0001	0.0003
Si	0.0022	0.0017	0.0012
Si	-0.0013	-0.0007	-0.0001
Si	-0.0003	0	0.0004
Si	0.0001	-0.0006	0.0014
Si	0.0001	-0.0001	0.0014
Si	-0.0014	-0.0009	0.0011
Si	0.0004	-0.0006	0.0016
Si	-0.001	-0.0003	0.0014
Si	0.0002	0.0001	-0.0001
Si	0	-0.0008	0.0013
Si	0.0012	0.0009	0.0012
Si	0.0002	0	0.001
Si	-0.0006	0.0001	0.0012
Si	0.0004	0	0.0014
Si	-0.0011	-0.0016	0.0018
Si	-0.0006	-0.0016	0.001
Si	0.0005	-0.0008	0.0015
Si	-0.001	-0.0013	0.0014
Si	-0.0005	-0.0001	0.0018
Si	0.0008	-0.0007	0.0015
Si	-0.0004	-0.0013	0.0011
Si	0.0004	-0.0001	0.0009
Si	-0.0009	-0.0007	0.0011
Si	-0.0007	-0.0006	0.0018
Si	0	0.0006	0.0018
Si	-0.0002	-0.0002	-0.0002
Si	-0.0006	-0.0015	-0.001
Si	0	-0.0007	0.001
Si	-0.0005	-0.0012	0.0008
Si	-0.0005	-0.0008	0.0012
Si	-0.0009	-0.0011	0.0011
Si	-0.0002	0.0001	0
Si	-0.0001	-0.0013	-0.0008
Si	0.0021	0.0005	0.0005
Si	-0.0017	-0.0046	0.0014
Si	-0.0017	-0.0015	-0.0001
Si	0.0013	0.0007	0.0002
Si	-0.0026	-0.0007	-0.0005
Si	0.0011	0.0008	0.0003
Si	0.0022	0.0014	0.002
Si	-0.001	-0.004	0.0008
Si	-0.0059	0.0042	0.002
Si	-0.0036	0.0061	0.0019
Si	0.0071	0.0024	0.003
Si	-0.0031	-0.0082	0.002
Si	0.0076	0.003	0.0019
Si	-0.0023	-0.0094	0.0026
Si	0.0029	-0.0049	-0.0004
Si	-0.0048	0.0046	0.0042
Si	0.003	-0.0007	-0.0035
Si	0.0003	-0.0067	0.0026
Si	-0.0043	0.0063	0.0003
Si	-0.01	0.0121	-0.0498
Si	-0.0028	0.0019	0.0016
Si	-0.0094	0.0142	-0.0501
Si	-0.0052	0.0036	0.0006
Si	0.0318	-0.0109	-0.2285
Si	0.0115	0.0294	-0.19
Si	0.0028	0.0008	-0.193
Si	0.003	-0.0081	0.0034
Si	0.0264	0.0184	-0.1479
Si	-0.0201	0.0306	-0.2158
Si	-0.0251	0.0331	-0.2237
Si	-0.0199	-0.0082	-0.1356
Si	0.0078	-0.0142	-0.2378
Si	0.0126	-0.007	-0.1514
Si	-0.0041	-0.0221	-0.2039
Si	0	0.0008	-0.236
Si	0.0324	0.004	-0.2047
Si	-0.0237	-0.0224	-0.1884
Si	-0.0176	0.0058	-0.214
Si	0.0055	-0.0111	-0.1966
Si	-0.0051	-0.0173	-0.2245
Si	-0.0103	-0.0256	-0.1907
Si	-0.0263	0.0044	-0.2264
Si	0.0147	0.0138	-0.243
Si	0.0125	0.005	-0.2466
Si	0.0091	0.0097	-0.0093
Si	-0.016	-0.0059	-0.2153
Si	0.0076	-0.0008	-0.2027
Si	-0.0213	-0.0152	-0.1336
Si	0.0096	-0.0116	-0.2465
Si	-0.0143	-0.0461	-0.215
Si	-0.0186	-0.0244	-0.0512
Si	0.0158	0.0349	-0.2296
Si	-0.0098	-0.0003	-0.2009
Si	-0.0126	0.0095	-0.1391
Si	0.0077	-0.0177	-0.1588
Si	-0.0129	0.0104	-0.235
O	-0.0427	-0.023	0.1411
O	-0.0296	-0.008	0.0913
O	-0.0209	-0.0573	0.13
O	0.0044	0.0066	0.0408
O	-0.0209	0.0163	0.1581
O	-0.0141	0.0236	0.0403
O	0.032	-0.0142	0.1054
O	0.0079	-0.0218	0.0808
O	-0.0126	-0.0204	0.0682
O	0.0365	0.0405	0.1521
O	-0.0133	-0.0491	0.1555
O	0.0474	0.0259	0.096
O	0.025	-0.0013	0.0714
O	0.0075	0.0191	0.0666
O	-0.0438	0.0242	0.0887
O	-0.0195	0.0183	0.074
O	-0.0411	-0.0143	0.081
O	-0.0024	0.0222	0.0765
O	-0.0122	0.0442	0.2036
O	-0.0379	-0.0147	0.1141
O	-0.0113	-0.0166	0.0543
O	0.0157	0.0013	0.155
O	-0.0341	0.0433	0.0935
O	0.0286	0.0509	0.1415
O	-0.0349	0.0479	0.1046
O	-0.0276	-0.0261	0.0625
O	-0.0191	0.0181	0.0922
O	0.0199	-0.0068	0.0755
O	-0.0173	0.027	0.0549
O	0.035	-0.0477	0.1264
O	-0.0323	-0.0122	0.0803
O	0.0075	0.0354	0.1404
O	-0.039	0.0374	0.1536
O	0.0328	0.0598	0.14
O	0.0051	-0.0063	0.0688
O	-0.0522	0.0157	0.1206
O	-0.0088	0.0143	0.0596
O	-0.0097	-0.0487	0.1012
O	-0.0059	0.0271	0.075
O	0.0005	0.0129	0.0779
O	0.0331	-0.0121	0.0809
O	-0.0047	0.0039	0.0574
O	0.0043	0.0071	0.0702
O	-0.0298	-0.0393	0.0963
O	0.0559	0.0236	0.1159
O	-0.0042	0.0031	0.0727
O	-0.0031	-0.0005	0.067
O	0.0136	-0.003	0.0646
O	-0.0561	0.0203	0.1847
O	0.0424	-0.0214	0.1038
O	0.0437	-0.0159	0.1241
O	-0.0417	0.0281	0.0975
O	0.0247	0.0057	0.1622
O	0.0384	0.0422	0.1705
O	0.0325	-0.0711	0.1308
O	0.039	0.0282	0.0863
O	0.0473	0.0482	0.1056
O	0.0044	0.0052	0.0649
O	-0.0011	0.0298	0.0841
O	0.0522	-0.0309	0.1129
O	-0.0614	-0.0018	0.144
O	-0.042	-0.0033	0.106
O	0.0316	-0.0339	0.1136
O	0.0392	0.0494	0.1662
O	0.0282	0.0078	0.0819
O	0.0175	-0.0257	0.0964
O	0.0121	0.0531	0.1019
O	-0.0326	-0.0255	0.1574
O	0.0455	-0.0412	0.137
O	-0.0409	-0.0466	0.0913
O	0.0328	-0.0488	0.1469
O	-0.0012	-0.0538	0.187
O	-0.0256	-0.0629	0.1337
O	-0.0033	0.0522	0.1759
O	-0.0067	-0.0462	0.1063
O	-0.0598	-0.0396	0.132
O	0.037	-0.0467	0.1318
O	-0.0087	0.0002	0.0525
O	0.0045	-0.0058	0.0657
O	0.055	-0.0185	0.1626
O	-0.0085	0.0057	0.0797

The program warned: the cutoff lies below the one the program advises for these potential files; the forces do not sum to zero within the program's tolerance; empty levels may hold ghost states of the PAW files; the exchange-correlation potential is rough where the density is thin.
